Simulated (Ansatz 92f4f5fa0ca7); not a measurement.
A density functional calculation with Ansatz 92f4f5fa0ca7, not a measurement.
Periodic cell of 221 atoms, Si132O87H1N1, from a study of silicon, its oxide and their interface. The atomic structure is a simulated model.
Doubt: the cutoff is far below the 930 eV that the study's wrapper takes by default for these files, so forces and energies are approximate.
This geometry differs little from another in the collection (a relaxation step or a small displacement).

Settings
functional: PBE
potential files: Ansatz PAW
basis: plane waves
wave-function cutoff: 580 eV
density cutoff ratio: 5
exchange-correlation grid ratio: 1
k mesh: 1 x 1 x 1, Gamma-centred
self-consistency stop: 5e-08 eV per atom in the density residual
occupations: fixed
spin: none
net charge: 0

Cell vectors (angstrom)
a, 10.938, 0, 0
b, 0, 10.938, 0
c, 0, 0, 32.6349

Atoms and the computed forces on them: element, x, y, z (angstrom), force x, y, z (eV/angstrom)
Si, -0.342, 0.2886, 25.1913, -0.093, 0.0876, -0.0893
Si, 5.7462, -0.3957, 25.155, 0.0592, -0.2121, -0.3343
Si, 2.5104, 3.0502, 25.1994, -0.0584, 0.1219, -0.0478
Si, 8.4228, 2.5941, 25.2272, 0.1133, -0.072, -0.0677
Si, 0.2715, 5.286, 25.1813, 0.0685, -0.1227, -0.0315
Si, 5.0541, 5.821, 25.2233, -0.1265, 0.0404, -0.2139
Si, 2.9747, 8.249, 24.9439, 0.118, 0.119, -0.1603
Si, 8.1071, 8.4111, 25.2421, -0.1305, 0.1573, -0.0297
Si, 1.3637, 1.3839, 26.4225, -0.0042, 0.0317, 0.04
Si, 6.7572, 1.3948, 26.3825, 0.0175, 0.0921, 0.0998
Si, 3.9989, 4.2327, 26.5851, -0.0352, -0.04, 0.0658
Si, 9.6252, 4.1346, 26.5314, 0.0399, -0.0505, 0.0256
Si, 1.3842, 7.0051, 26.3339, -0.0014, -0.0047, 0.1573
Si, 6.8232, 6.8346, 26.442, 0.0275, 0.0382, 0.0015
Si, 4.1403, 9.5582, 26.5319, -0.0401, -0.1295, 0.0585
Si, 9.5624, 9.6435, 26.5888, -0.0992, 0.037, 0.0373
Si, 2.7285, 0.015, 27.8224, -0.002, -0.0028, -0.0129
Si, 8.1212, 0.064, 27.8672, 0.0338, -0.0456, -0.0425
Si, 0.0237, 2.7217, 27.8749, -0.0241, -0.0014, -0.0534
Si, 5.4299, 2.776, 27.8187, -0.0241, -0.0085, -0.0364
Si, 2.6322, 5.5959, 27.8754, -0.0004, -0.0128, -0.0114
Si, 8.19, 5.4743, 27.8376, 0.0011, 0.0059, -0.0219
Si, 0.0052, 8.2322, 27.8423, 0.0264, -0.0137, -0.0533
Si, 5.4912, 8.1717, 27.8811, -0.0458, 0.0568, -0.0269
Si, 4.1018, 1.3673, 29.2166, -0.0507, 0.1197, -0.1992
Si, 9.5708, 1.3673, 29.2166, -0.163, 0.0825, 0.1056
Si, 1.3673, 4.1018, 29.2166, -0.1674, 0.2882, 0.1727
Si, 6.8362, 4.1018, 29.2166, -0.0188, -0.0876, -0.1341
Si, 4.1018, 6.8362, 29.2166, -0.0653, 0.0488, 0.3217
Si, 9.5708, 6.8362, 29.2166, 0.0018, 0.0414, -0.1883
Si, 1.3673, 9.5708, 29.2166, 0.1531, 0.0789, -0.051
Si, 6.8362, 9.5708, 29.2166, -0.1262, 0.0589, 0.22
Si, 0, 0, 30.5839, -0.0554, -0.0442, -0.0251
Si, 5.469, 0, 30.5839, 0.0155, -0.0966, -0.0064
Si, 2.7345, 2.7345, 30.5839, 0.1115, 0.0922, -0.0307
Si, 8.2035, 2.7345, 30.5839, 0.0623, 0.0229, 0.0074
Si, 0, 5.469, 30.5839, -0.0217, -0.1671, 0.0244
Si, 5.469, 5.469, 30.5839, -0.071, -0.074, -0.0207
Si, 2.7345, 8.2035, 30.5839, 0.1419, 0.0537, 0.0337
Si, 8.2035, 8.2035, 30.5839, 0.0596, 0.0963, -0.0208
Si, 1.3673, 1.3673, 31.9511, -0.037, 0.0501, -0.0339
Si, 6.8362, 1.3673, 31.9511, -0.0253, 0.0034, -0.0392
Si, 4.1018, 4.1018, 31.9511, 0.0292, -0.0217, 0.0059
Si, 9.5708, 4.1018, 31.9511, -0.0563, 0.0604, 0.0028
Si, 1.3673, 6.8362, 31.9511, -0.0307, 0.0356, -0.0448
Si, 6.8362, 6.8362, 31.9511, -0.0211, -0.0032, -0.0303
Si, 4.1018, 9.5708, 31.9511, -0.0398, 0.0605, -0.0043
Si, 9.5708, 9.5708, 31.9511, 0.0097, -0.0255, 0.0131
Si, 2.7345, 0, 0.6835, 0.0345, -0.0333, 0.0222
Si, 8.2035, 0, 0.6835, -0.025, 0.0252, 0.018
Si, 0, 2.7345, 0.6835, -0.0208, 0.0216, 0.0121
Si, 5.469, 2.7345, 0.6835, 0.049, 0.0079, 0.0233
Si, 2.7345, 5.469, 0.6835, 0.041, -0.0512, 0.0063
Si, 8.2035, 5.469, 0.6835, 0.0055, -0.068, 0.0406
Si, 0, 8.2035, 0.6835, 0.0554, -0.0568, 0.0104
Si, 5.469, 8.2035, 0.6835, 0.0156, 0.0166, 0.0039
Si, 4.1018, 1.3673, 2.0507, -0.07, -0.0444, 0.0346
Si, 9.5708, 1.3673, 2.0507, -0.0241, 0.0097, 0.0168
Si, 1.3673, 4.1018, 2.0507, 0.0057, -0.0104, 0.0003
Si, 6.8362, 4.1018, 2.0507, -0.0835, 0.0033, -0.0217
Si, 4.1018, 6.8362, 2.0507, 0.0331, -0.0082, 0.0106
Si, 9.5708, 6.8362, 2.0507, 0.0604, 0.1641, 0.012
Si, 1.3673, 9.5708, 2.0507, -0.0695, 0.0404, 0.014
Si, 6.8362, 9.5708, 2.0507, -0.0397, -0.0375, -0.005
Si, 0, 0, 3.418, 0.0219, -0.363, -0.0727
Si, 5.469, 0, 3.418, -0.2882, -0.4831, -0.1613
Si, 2.7345, 2.7345, 3.418, -0.4525, -0.2267, 0.0557
Si, 8.2035, 2.7345, 3.418, 0.1036, 0.0767, -0.156
Si, 0, 5.469, 3.418, 0.4469, 0.1934, 0.2441
Si, 5.469, 5.469, 3.418, 0.1844, -0.0114, -0.5489
Si, 2.7345, 8.2035, 3.418, -0.1231, -0.0524, 0.285
Si, 8.2035, 8.2035, 3.418, 0.4808, 0.3559, -0.0823
Si, 1.3352, 1.2976, 4.8191, 0.0212, 0.0512, 0.0673
Si, 6.8528, 1.3125, 4.7123, -0.0113, 0.0557, 0.0356
Si, 4.0793, 4.1337, 4.7076, 0.0145, -0.0471, 0.0902
Si, 9.626, 4.0781, 4.7622, -0.0227, 0.0242, 0.0772
Si, 1.3853, 6.8602, 4.891, -0.0008, 0.0113, 0.0281
Si, 6.9112, 6.7908, 4.7047, 0.0477, -0.0215, 0.0792
Si, 4.1076, 9.5222, 4.8254, -0.0127, -0.0123, 0.0397
Si, 9.6214, 9.5682, 4.8537, 0.0151, -0.0336, 0.0239
Si, 2.6763, -0.1066, 6.2411, -0.0149, 0.0129, -0.0579
Si, 8.1996, 0.0424, 6.1544, 0.0695, -0.011, -0.0187
Si, -0.0854, 2.6627, 6.1945, 0.0665, -0.078, -0.0926
Si, 5.4296, 2.6791, 5.9376, -0.0487, 0.0301, 0.0069
Si, 2.8473, 5.4802, 6.2134, -0.0146, -0.0461, -0.0415
Si, 8.3097, 5.488, 6.1035, -0.0557, 0.0399, -0.0723
Si, 0.0025, 8.1954, 6.3878, -0.0785, 0.0377, 0.0048
Si, 5.5572, 8.082, 6.0782, -0.008, -0.025, -0.0494
Si, 3.9025, 1.5666, 7.3143, -0.1236, 0.0872, -0.0697
Si, 9.0302, 1.7673, 7.5941, -0.0949, 0.1139, 0.0718
Si, 1.6504, 3.7857, 7.2919, 0.0899, -0.0988, 0.0183
Si, 6.8366, 4.0518, 7.1511, 0.1177, -0.0593, 0.0266
Si, 4.7102, 6.3636, 7.4757, 0.1091, -0.0329, 0.0038
Si, 9.2979, 6.9922, 7.6899, -0.0101, 0.1426, 0.0095
Si, 1.3246, 9.5891, 7.8347, -0.0129, -0.0467, 0.0935
Si, 7.103, 9.2953, 7.3494, 0.1593, -0.1802, 0.1596
O, 1.3824, 4.158, 24.691, 0.0208, -0.0681, 0.0513
O, 7.0381, 9.5818, 24.7923, -0.0043, -0.0795, 0.0972
O, 2.782, 2.6789, 7.7987, -0.0112, 0.043, -0.0701
O, 8.1881, 8.1922, 7.9609, -0.0628, 0.0502, -0.0793
O, 5.7771, 5.1371, 7.905, -0.0696, 0.0179, 0.0242
O, -2.2128, 2.2752, 18.7763, -0.0105, -0.0141, -0.0181
O, 4.0474, 6.9972, 24.56, 0.0543, 0.0203, 0.1152
O, 9.51, 1.4509, 24.7154, -0.026, 0.0449, 0.0462
O, 2.1916, 8.5164, 8.757, 0.0602, -0.0172, -0.0183
O, 0.9328, 4.3148, 8.6689, 0.0299, 0.0116, -0.0219
O, 9.3745, 1.1492, 9.0951, 0.0174, -0.0225, -0.0434
O, 6.488, 10.0021, 8.6872, 0.0004, -0.018, -0.1108
O, 4.6399, 1.0444, 8.6742, 0.0389, -0.0442, 0.0516
O, 4.4553, 7.1741, 8.8811, -0.0161, -0.006, -0.0514
O, 7.8972, 2.9656, 7.9213, -0.103, 0.0458, -0.0644
O, 9.6777, 6.402, 9.2059, -0.0055, -0.0113, -0.0186
O, 3.224, 2.4234, 23.8625, 0.0132, -0.0015, 0.001
O, 5.0308, -0.3884, 23.6638, 0.0633, -0.0106, 0.2
O, 7.8239, 3.3997, 23.9164, 0.0207, -0.0051, 0.0549
O, 10.5862, 5.8686, 23.7849, -0.0157, 0.0077, 0.0211
O, 8.7776, 7.8265, 23.8594, 0.0159, -0.0041, 0.0239
O, 0.053, 10.4912, 23.7852, 0.0411, -0.031, 0.0532
O, 5.5037, 4.8261, 24.0013, 0.0401, 0.013, 0.083
O, 1.1758, 10.4664, 21.4091, -0.0383, 0.0014, 0.0139
Si, 4.1216, 6.752, 12.1957, -0.017, -0.0129, 0.0197
Si, 8.4329, -2.3405, 14.6145, 0.0008, 0.0007, -0.0314
Si, 5.3215, 2.8551, 13.3354, -0.0171, -0.0151, -0.0218
Si, 6.7308, -4.0307, 18.8834, -0.0118, -0.0373, 0.0365
Si, 8.5029, -9.6473, 17.5124, 0.0095, 0.0238, 0.0178
Si, 1.7837, -3.2211, 18.263, 0.013, -0.021, 0.0453
Si, 0.9486, 9.5751, 22.7853, 0.0343, -0.0184, 0.0002
Si, 11.7708, 3.6067, 10.13, -0.0319, 0.0009, 0.1148
Si, 5.3516, 10.7948, 9.5086, 0.0071, 0.0122, 0.0884
Si, 2.6421, 4.0644, 12.4272, -0.0012, 0.0047, 0.0198
Si, 13.3426, -5.4856, 16.5152, -0.0059, -0.0133, 0.0055
Si, -1.1479, 2.9509, 19.8181, 0.0214, 0.01, 0.0074
Si, 10.9403, 1.2117, 15.4959, -0.0103, 0.0025, -0.0332
Si, 0.5187, -6.8153, 14.5139, 0.0034, -0.0026, -0.0417
Si, 6.51, 0.3494, 12.2517, 0.0146, 0.0017, 0.0293
Si, 0.3799, 11.1984, 20.1484, 0.0249, 0.0023, 0.03
Si, 14.3375, -6.0965, 20.5809, -0.0082, 0.0336, -0.0297
Si, 6.7856, -5.7795, 11.933, 0.0047, -0.0042, 0.0136
Si, 5.479, -2.0132, 13.8549, 0.0058, -0.0086, -0.0361
Si, 6.4805, 3.8704, 23.1277, -0.0555, 0.0465, -0.0781
Si, 9.5211, 0.0197, 12.835, -0.0188, 0.0041, -0.0089
Si, 10.7011, 0.6615, 9.9267, -0.0046, -0.0002, 0.0475
Si, 1.755, -0.3917, 17.4717, -0.0212, 0.016, 0.034
Si, 4.1262, -3.2017, 20.5068, -0.0083, -0.0296, 0.0063
Si, 9.1872, -4.9495, 13.4917, 0.0045, 0.0067, -0.0255
Si, 0.9092, -5.876, 18.99, 0.0018, -0.0174, 0.0322
Si, 5.9281, 2.426, 16.2479, 0.0008, 0.0189, -0.0187
Si, 4.0457, 2.2704, 22.4616, -0.016, -0.0375, -0.0571
Si, 4.6968, -0.4255, 16.3797, 0.0128, -0.0108, -0.0216
Si, 9.9169, 7.0938, 22.9528, 0.0061, 0.0192, -0.0644
Si, 7.5166, -1.4848, 17.3781, 0.0012, -0.022, 0.0065
Si, 9.4281, 5.5758, 10.6019, 0.0076, -0.0015, 0.0397
Si, -2.71, 5.2302, 21.0515, -0.0167, -0.0095, -0.0352
Si, 3.8438, -0.7682, 22.6102, -0.0265, -0.0046, 0.0258
Si, 4.9572, 4.8249, 17.709, -0.0055, 0.0165, 0.0388
Si, 14.4657, -2.6794, 9.6591, -0.0625, 0.0072, 0.087
O, 1.726, 4.5486, 17.6839, 0.012, -0.0013, -0.0133
O, 9.8492, -9.8941, 16.6742, 0.003, -0.0086, 0.0059
O, 19.0145, 0.7275, 12.5329, 0.0029, -0.0088, -0.0019
O, 6.0468, -1.1779, 12.5695, -0.0045, -0.0109, 0.011
O, 2.9455, -2.9432, 19.3908, -0.015, 0.0045, -0.0194
O, 5.9871, 6.0898, 17.6764, -0.0033, -0.0037, -0.0126
O, 3.7873, -4.6405, 21.2663, 0.0007, -0.013, 0.0089
O, 4.446, 7.7599, 13.4228, 0.0103, 0.0121, 0.0014
O, -1.1874, 6.4205, 11.9928, -0.0122, -0.0041, 0.0123
O, 2.2663, 3.9562, 10.8477, -0.0034, -0.0029, -0.0307
O, 14.6058, -7.4481, 21.4379, 0.0051, -0.0191, 0.0468
O, 4.879, 1.1883, 16.2816, -0.007, -0.0072, 0.0145
O, 5.6311, 1.2752, 13.2363, -0.0064, 0.0125, 0.0067
O, 4.2074, 4.7826, 19.1573, 0.0074, -0.0053, -0.0193
N, 2.5388, 9.3126, 23.5095, 0.0132, 0.0139, -0.0282
O, 10.3946, 4.2608, 10.727, 0.0188, -0.0154, -0.0479
O, 16.6669, 3.4102, 17.5232, 0.0059, -0.0159, -0.0116
O, 8.0676, -0.1569, 18.1819, -0.0181, -0.0011, -0.0175
O, 4.242, -1.8732, 21.4591, 0.009, 0.0024, 0.0248
O, 7.4286, 1.8152, 16.4162, 0.005, -0.008, -0.0002
O, 5.6594, 2.5086, 22.7091, 0.0174, 0.0179, 0.0503
O, 5.9448, -1.185, 17.1029, -0.0116, 0.0076, 0.0078
O, -3.2858, -2.8333, 18.2649, 0.0105, 0.0278, -0.019
O, 1.3938, 0.4447, 18.8425, -0.0024, -0.0071, -0.0245
O, -0.8629, -0.7578, 19.9377, -0.017, -0.0072, -0.0075
O, 7.6157, 5.5871, 13.2775, 0.0003, 0.0017, 0.0069
O, 7.8397, 5.1317, 10.6757, -0.0066, -0.0023, -0.0226
O, 17.1178, -7.262, 12.2207, 0.0014, 0.0001, -0.0082
O, 5.7427, 3.2712, 14.8601, 0.0053, 0.0001, 0.0182
O, 9.9963, -6.1906, 14.1706, 0.0049, -0.0058, 0.0103
O, -1.8121, -1.454, 13.4261, -0.0028, -0.0131, 0.0223
O, 3.2218, 7.5508, 11.0924, 0.0297, 0.0274, -0.0586
O, 1.5057, -5.7027, 15.1867, 0.0069, 0.0081, 0.0132
O, 14.6778, 3.0107, 12.9915, 0.013, 0.0013, 0.002
O, 11.3265, -8.1454, 15.4319, -0.0058, -0.0155, 0.0172
O, 9.2668, -3.737, 14.5743, -0.0053, 0.0061, 0.0112
O, 6.8394, -2.6744, 14.4609, 0.0094, -0.0016, 0.0199
O, 9.1892, 6.3936, 21.6768, -0.0064, -0.0185, 0.0136
O, -0.5266, 0.7612, 14.0028, 0.0066, 0.0019, 0.0179
O, 0.1393, 8.1675, 22.5092, -0.0128, 0.0027, 0.0448
O, 1.787, 4.8148, 20.3343, -0.0038, 0.0064, -0.0018
O, 7.7057, -5.0969, 19.6347, -0.004, 0.008, 0.0082
O, 5.6106, -3.3485, 19.8475, 0.0067, -0.0009, -0.0126
O, 2.4528, -3.9133, 16.937, 0.0067, -0.0035, -0.0135
O, 1.0781, -1.8608, 17.7333, -0.01, 0.0092, -0.0154
O, 3.1966, -5.3856, 12.7737, 0.0141, 0.0091, -0.0162
O, 3.669, 0.751, 21.9139, 0.0146, 0.031, 0.0518
O, 10.7838, -9.1292, 20.4504, -0.0155, -0.0041, -0.0123
O, 10.5256, 4.1493, 18.9977, 0.0001, -0.007, 0.001
O, 6.1144, 0.6272, 10.7124, -0.0273, -0.0215, -0.0608
O, 5.5466, -4.7603, 11.6107, -0.0081, 0.0074, -0.0166
O, 12.1627, 3.7017, 13.1222, -0.0059, -0.0005, 0.0035
O, -4.0446, -6.0675, 21.9108, 0.0194, -0.0413, 0.0414
O, 3.9513, 4.9592, 16.4186, -0.0085, 0.0027, -0.0001
O, 8.9798, -7.164, 20.9631, -0.0028, 0.0192, 0.0112
O, -2.4355, -1.6009, 16.069, -0.0013, 0.0045, 0.005
O, 3.3572, -0.6461, 17.2696, 0.0141, 0.0053, -0.0052
O, 11.6399, 1.9775, 10.1603, 0.0108, 0.0038, -0.0272
O, 12.1868, 0.311, 16.0694, -0.0021, -0.0025, 0.0066
O, 4.2379, 9.6954, 9.9712, 0.0043, -0.0077, -0.0444
O, 11.4835, -0.4078, 8.9603, 0.0077, -0.0079, -0.0575
O, 10.3293, -0.0012, 11.3951, 0.0069, 0.0135, -0.0172
O, 4.6359, -1.0738, 14.8852, -0.0066, 0.006, 0.0217
O, 0.642, 6.6792, 18.8419, 0.0047, 0.0079, -0.008
H, -1.624, -0.5424, 19.3591, 0.0461, 0.0043, 0.0209

Results
free energy: -133795.721 eV
free energy less fixed offsets of H -15.97, N -385.13, O -568.88, Si -635.61 eV per atom: -1.541 eV

The program warned: the cutoff lies below the one the program advises for these potential files; the forces do not sum to zero within the program's tolerance; the exchange-correlation potential is rough where the density is thin.
